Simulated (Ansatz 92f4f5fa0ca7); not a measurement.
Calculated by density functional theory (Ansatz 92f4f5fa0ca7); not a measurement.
Periodic cell of 225 atoms, Si132O91As2, from a study of silicon, its oxide and their interface. The atomic structure is a simulated model.
Doubt: the cutoff is far below the 930 eV that the study's wrapper takes by default for these files, so forces and energies are approximate.
This geometry differs little from another in the collection (a relaxation step or a small displacement).

Settings: functional PBE; potential files Ansatz PAW; basis plane waves; wave-function cutoff 580 eV; density cutoff ratio 5; exchange-correlation grid ratio 1; k mesh 1 x 1 x 1, Gamma-centred; self-consistency stop 5e-08 eV per atom in the density residual; occupations fixed; spin none; net charge 0.

Cell vectors (angstrom)
a  10.938  0  0
b  0  10.938  0
c  0  0  31.9494

Atoms and the computed forces on them: element, x, y, z (angstrom), force x, y, z (eV/angstrom)
As  10.5939  0.0087  24.1356  -0.0124  0.0264  -0.0014
Si  5.0996  0.1786  24.6625  0.0005  0.0033  0.0128
Si  2.7956  2.2819  24.5356  0.0053  0.0007  0.0049
As  8.5495  2.4575  24.4899  -0.0019  0.0055  -0.0018
Si  10.6818  5.5843  24.3411  -0.0028  -0.0032  0.0059
Si  5.1485  5.5988  24.4344  -0.0078  0.0011  -0.011
Si  3.0012  7.9818  24.3958  0.0026  -0.0053  -0.0032
Si  8.4505  7.8694  24.4186  0.0035  -0.0027  0.0019
Si  1.2785  1.0712  25.8246  -0.0002  -0.0143  0.0081
Si  6.7724  1.4184  25.8137  0.0012  -0.0015  0.0014
Si  3.9618  4.013  25.7399  0.0055  0.0067  0.0003
Si  9.6579  4.0367  25.8894  -0.001  0.0027  0.0121
Si  1.3219  6.825  25.6518  0  0.0001  0.0021
Si  6.825  6.7184  25.7226  0.0013  -0.001  0.0059
Si  4.0197  9.4995  25.9389  -0.006  -0.0007  -0.0025
Si  9.5238  9.5157  25.7775  0.0108  -0.007  0.0077
Si  2.6464  -0.1303  27.2952  0.0029  0.0077  0.0041
Si  8.1533  -0.0212  27.1273  0.0025  0.0011  0.0047
Si  0.0675  2.6274  27.1839  -0.0005  0.0019  0.0096
Si  5.3996  2.7611  27.1724  -0.0041  -0.0037  0.0037
Si  2.6536  5.4455  27.0942  -0.001  -0.0043  -0.0039
Si  8.1789  5.3926  27.1577  0.0075  0.0033  0.0006
Si  0.0023  8.179  27.1238  -0.0142  -0.0013  -0.0037
Si  5.513  8.1372  27.1468  0.0049  0.0016  0.0006
Si  4.0663  1.3348  28.5286  -0.0009  -0.0062  -0.006
Si  9.5421  1.3342  28.5159  0.0023  0.0005  0.0012
Si  1.3764  4.0699  28.534  0.0034  0.0002  0.0029
Si  6.8013  4.0818  28.552  -0.0026  -0.0001  -0.0029
Si  4.0823  6.7909  28.48  0.0013  0.0004  0.0034
Si  9.5538  6.8042  28.487  -0.0011  0.0042  -0.0082
Si  1.2993  9.4789  28.6254  0.0018  0.005  -0.0035
Si  6.8264  9.5412  28.5274  0.0005  -0.0028  0.0041
Si  -0.0268  -0.005  29.9164  -0.002  -0.0019  0.0027
Si  5.467  -0.007  29.8903  -0.0022  0.0085  -0.0013
Si  2.7449  2.727  29.907  0.0043  -0.0043  -0.0014
Si  8.1957  2.7249  29.8933  0.0004  0.0019  0.0061
Si  -0.0069  5.4576  29.8809  -0.0046  0.0006  -0.0007
Si  5.4525  5.4706  29.8966  0.0005  0.0005  0.0045
Si  2.753  8.1619  29.9077  0.0031  -0.0036  0.0043
Si  8.2185  8.1928  29.8855  0.0029  -0.004  -0.0034
Si  1.3673  1.3673  31.2657  0.0146  0.0427  -0.0312
Si  6.8362  1.3673  31.2657  0.0505  -0.0344  -0.0299
Si  4.1018  4.1018  31.2657  0.0213  -0.0342  0.0669
Si  9.5708  4.1018  31.2657  -0.0805  -0.0768  -0.0935
Si  1.3673  6.8362  31.2657  0.0491  -0.2207  -0.008
Si  6.8362  6.8362  31.2657  0.0228  0.0717  -0.1225
Si  4.1018  9.5708  31.2657  0.024  -0.0807  -0.0583
Si  9.5708  9.5708  31.2657  -0.1685  -0.1147  0.1319
Si  2.7345  0  0.6835  0.0135  0.0671  -0.0004
Si  8.2035  0  0.6835  -0.0284  0.0474  -0.1016
Si  0  2.7345  0.6835  0.0453  0.0734  0.033
Si  5.469  2.7345  0.6835  -0.0286  0.0741  0.0769
Si  2.7345  5.469  0.6835  -0.0773  -0.0303  -0.0468
Si  8.2035  5.469  0.6835  0.0092  0.1069  -0.0358
Si  0  8.2035  0.6835  0.0038  0.0724  0.1021
Si  5.469  8.2035  0.6835  0.0499  0.1249  0.0797
Si  4.0969  1.3778  2.062  -0.0002  -0.0015  0
Si  9.5917  1.3523  2.0425  0.0021  -0.0011  -0.0013
Si  1.3521  4.1359  2.0543  -0.0011  0.0009  0.0003
Si  6.8254  4.1343  2.0438  -0.0013  0.0021  -0.0021
Si  4.0888  6.847  2.0427  0.0002  0.0006  -0.0009
Si  9.5734  6.8389  2.0629  0.0011  -0.0013  -0.0003
Si  1.3611  9.6  2.0545  -0.0007  0.0006  -0.0028
Si  6.8272  9.6111  2.0465  -0.0012  0.002  0
Si  0.0291  0.0346  3.4689  -0.0007  -0.0005  -0.0004
Si  5.4834  0.0384  3.4492  0.0014  -0.0002  -0.0015
Si  2.7149  2.7692  3.3993  0.0019  -0.0004  0.0007
Si  8.2519  2.7796  3.3396  -0.0016  -0.0021  0.0039
Si  0.0271  5.5158  3.4715  -0.0006  -0.0006  -0.0013
Si  5.472  5.5248  3.4242  0.0011  -0.0019  0.0001
Si  2.7362  8.2391  3.3953  0.0009  -0.0011  0.0018
Si  8.2413  8.2849  3.3822  -0.0003  -0.0032  0.0014
Si  1.3784  1.4515  4.8406  0.0019  -0.0004  0.001
Si  6.9093  1.4732  4.7243  0.0028  0.0025  -0.0012
Si  4.06  4.151  4.751  0.0003  -0.0014  0.0007
Si  9.5989  4.0787  4.7752  0.0004  -0.0004  -0.0004
Si  1.3673  6.9711  4.8378  0.0027  0.0009  0.0013
Si  6.841  6.9857  4.7252  0.0017  0.0022  -0.0007
Si  4.0956  9.5713  4.7845  -0.001  -0.0017  0.0003
Si  9.6231  9.5745  4.8345  0.0015  0.0008  0.0018
Si  2.7584  0.0296  6.1321  -0.001  -0.0002  0.0003
Si  8.2958  0.1156  6.0829  -0.0004  -0.0002  -0.0007
Si  0.0159  2.7937  6.2976  0  -0.0006  -0.0003
Si  5.5104  2.8336  6.0627  0.0002  0  0.0007
Si  2.754  5.5881  6.1303  0  -0.0002  -0.0002
Si  8.2535  5.5935  5.9517  0.0006  -0.0003  0.0009
Si  0.0494  8.302  6.3657  -0.0008  -0.0005  0.0003
Si  5.4993  8.2976  6.2155  0.0001  -0.0008  -0.0005
Si  4.4247  1.1746  7.3181  0.0013  0  -0.003
Si  9.8132  1.1423  7.6113  0  -0.0006  -0.0006
Si  1.1795  4.497  7.4939  0.0008  0.001  -0.0003
Si  6.6394  4.537  7.237  -0.0019  -0.0007  -0.0037
Si  4.3241  6.7  7.5315  0.0007  -0.0012  -0.0016
Si  9.7323  6.6071  7.492  0.0007  -0.0001  -0.0028
Si  1.2832  9.935  7.6973  0.0008  -0.0002  -0.0024
Si  6.723  9.9601  7.4018  -0.0004  0.0001  -0.0003
O  4.1055  6.8092  24.0383  0.002  0.0057  0.0112
O  4.0129  1.2662  24.0235  -0.0011  -0.0052  -0.01
O  9.5421  6.7185  23.9098  -0.0009  0.0004  -0.0074
O  -0.0227  5.5401  8.0062  -0.0001  0.0002  0.0014
O  5.5743  0.1216  7.9016  0.0006  0.0002  0.0023
O  0.0752  0.0851  8.1389  0.0005  0.0001  0.0011
O  5.5345  5.608  7.8717  0.0013  0.0004  0.0031
O  7.5958  3.9454  8.4222  -0.0002  0.0005  0
O  8.733  7.0405  8.7541  0.0002  -0.0005  0.0012
O  2.1825  9.4498  9.0358  -0.0005  0  0
O  8.893  1.6644  8.912  0.0004  -0.0003  0.0002
O  7.6227  9.4662  8.698  0  -0.0003  0.0003
O  3.6049  1.8094  8.5886  -0.0001  -0.0005  0.0012
O  3.5846  7.2155  8.9377  0.0002  -0.0003  0.0009
O  2.0683  4.0022  8.8037  -0.0006  -0.0003  0
O  7.9684  4.0021  23.637  0.0191  -0.0054  0.0085
O  0.3995  4.9053  22.959  -0.0002  0.0009  0.0013
O  1.8919  2.7438  23.2398  -0.0014  0.0022  -0.0045
O  5.6217  4.9776  22.9746  0.0037  -0.0014  -0.0018
O  5.5979  10.0782  23.495  0.0014  -0.0013  -0.0044
O  2.6468  8.6187  22.9101  0.004  -0.001  -0.0046
O  0.205  9.4498  23.1402  0.0136  -0.0257  -0.0123
O  7.8095  8.5881  23.0712  -0.0011  -0.0006  0.0012
Si  8.6813  7.6841  18.4239  0.0021  0  0.0001
Si  8.7976  6.3545  13.6168  0.0005  -0.0007  -0.0002
Si  3.8116  1.5091  14.7148  -0.0001  -0.0008  0.0001
Si  2.1598  5.6819  17.5777  0.0003  0.0013  0.0009
Si  2.3721  3.1086  19.4917  0.0009  -0.0021  -0.0009
Si  9.828  9.0268  12.0723  0.0003  -0.0006  -0.0006
Si  1.389  9.1984  22.0411  -0.0008  -0.0045  0.0112
Si  9.1928  0.9628  13.1914  0.0007  -0.0003  -0.0002
Si  1.4194  5.0332  13.0052  0.0006  -0.0002  -0.0001
Si  1.8037  8.2327  12.8172  0.0009  -0.0007  -0.0008
Si  6.7061  9.5954  22.4218  0.0021  0.0027  -0.0052
Si  4.5652  4.5563  15.6873  0.0005  -0.0004  -0.0002
Si  8.2096  3.0051  9.5726  0.0007  -0.0004  -0.0001
Si  0.8881  8.1684  19.2039  0.0018  0.0007  0.0006
Si  6.9966  1.3852  21.1373  -0.0035  0.0029  -0.0065
Si  8.234  8.3072  9.6662  0.0002  -0.0002  -0.0008
Si  10.8843  5.1727  15.5753  0.0009  -0.0004  -0.0004
Si  7.5855  9.4969  16.3127  0.0009  -0.0003  0.0001
Si  9.93  2.0449  20.2829  0.0023  -0.0024  -0.0026
Si  3.2206  8.5016  9.9127  0.0005  -0.0004  -0.0006
Si  6.707  3.3318  17.4386  -0.0002  -0.0012  0.001
Si  1.1251  0.1465  19.8363  0.0022  -0.0023  0.001
Si  3.2418  2.7978  12.2909  0.0007  -0.0004  -0.0005
Si  7.2111  5.4139  19.6852  -0.0007  -0.0028  0.0005
Si  5.758  8.6531  11.5372  0.0004  -0.0006  -0.0009
Si  5.8012  6.056  13.1856  0.0004  -0.0005  -0.0007
Si  4.6566  9.7169  17.6296  -0.0007  -0.0007  0.0019
Si  0.9786  3.5757  22.1823  0.0005  0.0007  -0.0055
Si  4.8899  1.4927  18.859  0.0004  -0.0015  0.0013
Si  3.1969  3.0724  9.5101  0.0005  -0.0003  -0.0007
Si  6.4745  10.8017  13.7795  0.0006  -0.0005  -0.0005
Si  10.3674  0.1126  15.9683  0.0012  -0.0011  -0.0002
Si  5.6678  3.6431  11.1437  0  -0.0006  -0.0006
Si  9.8538  3.8941  11.885  0.0002  -0.0005  -0.0006
Si  2.3579  9.9079  15.5466  0.0004  -0.0007  0.0001
Si  6.1116  8.1507  19.8037  -0.0008  -0.0008  0.0001
Si  6.8881  4.1054  22.427  -0.0204  0.0024  0.0008
Si  9.7777  2.7674  17.3763  0.0008  -0.0007  -0.0005
O  7.2085  6.367  13.9589  0.0004  -0.0007  0.0005
O  1.9341  7.0131  18.5867  0.0005  -0.0013  -0.0003
O  10.2684  4.0237  16.507  -0.0001  -0.0011  0.0003
O  6.1856  9.9711  17.0465  0.0005  -0.0005  0.0003
O  10.1652  0.7033  14.4659  0.0006  -0.001  0.0008
O  8.4449  6.1074  18.8445  0  -0.0012  0.0004
O  5.1863  0.6556  14.4167  0.0007  -0.0003  0.0002
O  5.7319  2.0425  17.5845  0.0015  -0.0002  0.0005
O  8.3327  1.9761  20.4618  -0.0056  -0.0018  0.0026
O  1.9743  4.2415  18.3657  0.0006  -0.001  0.0008
O  6.9673  2.7835  10.631  0.0002  -0.0004  0.0006
O  4.8778  2.6976  12.2121  0.0001  -0.0005  0.0005
O  6.0652  4.3414  16.3268  0.0008  -0.0004  0.0002
O  4.5663  3.9065  9.9304  0.0005  -0.0005  0.0004
O  10.6417  2.7187  21.5976  0.0007  0.002  0.0013
O  9.73  6.1537  14.9544  0.0005  -0.0006  0.0008
O  6.0184  6.5186  19.8519  0.0011  0.0007  0
O  4.1079  0.1678  18.3165  0.0015  -0.0011  0.0004
O  9.2841  10.5531  12.2665  0.0002  -0.0001  0.0007
O  2.856  4.337  12.7091  0.0001  -0.0006  0.0005
O  1.7915  10.6098  21.269  -0.0011  0.002  -0.0038
O  3.9595  2.7264  19.4031  0.0006  -0.0009  -0.0008
O  0.7442  10.0327  15.9619  0.0002  -0.0001  0.0001
O  1.2713  9.7602  18.8473  0.0007  0.0002  0.0003
O  1.7102  1.5996  19.3318  -0.0007  0.0005  0.0001
O  8.9572  10.3871  16.4934  -0.0002  -0.0005  0.0003
O  4.907  8.596  18.7932  0.0014  0.0002  0.0001
O  9.5799  8.7501  10.4804  0.0007  0  0.0008
O  6.7176  4.1116  18.8644  0.0011  -0.0002  -0.0007
O  2.855  1.6896  13.3906  0.0006  -0.0007  0.0004
O  5.8731  8.8285  21.2565  0.0022  0.0008  0.0007
O  2.5453  2.4371  10.8685  0.0003  -0.0005  0.0012
O  7.6044  4.8788  21.1753  0.0041  0.0012  -0.0032
O  5.2184  7.463  12.5481  0.0005  -0.0007  0.0004
O  0.4449  9.0511  12.497  0.0003  -0.0006  0.0003
O  7.5992  1.0461  13.5694  0.0003  -0.0006  0.0003
O  7.1306  9.6209  14.7387  0.0008  -0.0006  0.0008
O  8.9968  5.0318  12.6763  0.0005  -0.0002  0.0007
O  8.1046  8.0317  16.9011  0.0001  -0.0009  0.0001
O  6.3804  2.5816  22.0709  0.0051  -0.0152  -0.0065
O  2.4675  9.0407  14.1162  0.0008  -0.0001  0.0007
O  0.4372  4.4867  11.8204  0.0007  -0.0005  0.0005
O  0.947  8.1173  20.8587  0.0005  0.0011  -0.0027
O  9.3878  3.819  10.3337  0.0007  -0.0005  0.0005
O  9.6708  2.3847  12.5245  0.0006  -0.0011  0.0003
O  7.6626  8.5653  19.3839  -0.0003  -0.0005  0.0014
O  2.5617  8.1514  11.3679  -0.0001  -0.0007  0.0015
O  4.0092  3.0218  15.3545  0.0004  0.0001  0.0001
O  0.7948  4.4413  14.391  0.0001  -0.0007  0.0008
O  10.124  2.9985  18.9603  0.0012  0.0003  0.0001
O  9.1505  7.8039  12.937  0.0004  -0.001  0.0004
O  10.4717  0.509  20.0649  0.0004  0.0003  0.0005
O  6.0451  5.0306  11.9161  0.0008  0.0001  0.0007
O  8.1691  2.7168  17.0794  0.0007  -0.0005  -0.0002
O  3.5683  5.4173  16.7099  0.0008  -0.0013  -0.0002
O  4.6722  9.1212  10.3855  0.0005  -0.0007  0.0005
O  1.5371  6.6525  13.1806  0.0002  -0.0008  0.0003
O  4.788  5.4567  14.3297  0.0001  -0.0008  0.0009
O  1.9625  3.8421  20.8994  -0.0019  -0.0003  0.0018
O  10.572  1.4038  16.949  0.0003  0  0.0003
O  0.9826  6.0146  16.4946  0.0004  -0.0008  -0.0003
O  7.4416  10.9661  21.9199  -0.002  -0.0025  0.0006
O  5.8769  0.9794  20.043  0.0017  0.0007  0.0029
O  6.0945  10.0099  12.3945  0.0007  0  0.0009
O  2.8609  0.53  15.5932  0.0004  -0.0005  -0.0004
O  7.0592  7.9954  10.7671  0  -0.0003  0.0008
O  10.279  7.9613  18.648  -0.0008  -0.0006  -0.0004
O  3.4663  9.2031  16.5868  0.0005  -0.0005  0.0005

Results
free energy: -145378.703 eV
free energy less fixed offsets of As -4856.12, O -568.88, Si -635.61 eV per atom: 2.137 eV

The program warned: the cutoff lies below the one the program advises for these potential files; the exchange-correlation potential is rough where the density is thin.
